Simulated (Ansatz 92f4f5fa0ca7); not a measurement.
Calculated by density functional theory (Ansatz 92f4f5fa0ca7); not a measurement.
Periodic cell of 260 atoms, Si140O88H32, with a vacuum gap, from a study of silicon, its oxide and their interface. The atomic structure is a simulated model.

Settings
functional: r2SCAN
potential files: Ansatz PAW
basis: plane waves
wave-function cutoff: 800 eV
density cutoff ratio: 5
exchange-correlation grid ratio: 1
k mesh: 1 x 1 x 1, shifted by 0.5 0.5 0 of a step
self-consistency stop: 1e-11 eV per atom in the density residual
occupations: fixed
spin: none
net charge: 0
applied field: sawtooth along c, amplitude -0.015 V/angstrom in the program's sign convention, ramp centred at 0.9890 of c and 0.0221 of c wide, no dipole correction

Cell vectors (angstrom)
a	10.887	0	0
b	0	10.887	0
c	0	0	45.2939

Atoms and the computed forces on them: element, x, y, z (angstrom), force x, y, z (eV/angstrom)
Si	1.1385	4.6215	21.7882	-0.006	-0.003	-0.0545
Si	5.2407	2.6559	33.3199	-0.0132	-0.0098	-0.0154
Si	-7.2957	3.4967	31.8412	0.0152	0.0007	-0.0074
Si	0.0678	8.7444	22.769	-0.0023	-0.0074	-0.0516
Si	8.8794	-1.7792	31.6161	0.0046	-0.0012	0.0127
Si	2.5607	2.9024	13.5263	-0.0121	-0.0099	0.0109
Si	0.5197	10.1001	28.2955	0.0086	-0.0048	-0.0416
Si	4.4042	8.3563	24.2249	0.0011	0.0037	-0.0556
Si	0.0942	2.812	32.784	0.0039	-0.0011	-0.0119
Si	-9.584	1.3984	28.8674	-0.004	0.0049	-0.0461
Si	2.7361	5.3849	32.9965	-0.0051	-0.0008	-0.0118
Si	5.5219	8.3183	33.0681	0.0023	0.0027	-0.0119
Si	8.487	-1.0264	29.3864	0.0037	0.0136	-0.0368
Si	12.6809	1.8855	31.3865	0.0017	-0.0011	0.0115
Si	10.1942	4.7254	31.6288	-0.0028	0.0056	-0.0265
Si	19.0131	7.6877	19.2667	0.0076	0.0031	-0.0743
Si	-3.6568	7.3198	31.8283	-0.0074	-0.0072	-0.0063
Si	2.755	0.1037	32.7209	0.0053	0.0028	-0.0113
Si	1.0423	6.3999	31.7855	0.0054	0.0024	-0.0226
Si	-0.1019	8.2001	32.8086	-0.0043	-0.0075	-0.0148
Si	3.7349	7.5348	26.9071	0.0025	0.0036	-0.0527
Si	8.0565	0.0349	32.9304	-0.0088	-0.0043	-0.0141
Si	4.725	10.0842	31.7111	-0.0005	-0.0136	-0.0086
Si	8.2898	5.5071	32.8884	-0.0008	0.0101	-0.0072
Si	1.3697	4.0417	34.3581	0.01	0.0042	0.0036
Si	3.922	1.2303	34.5046	0.0146	0.0109	-0.0126
Si	1.3526	9.5871	34.0828	-0.0002	-0.0003	0.0146
Si	4.1146	6.837	34.2624	0.0064	0.003	0.0184
Si	6.8318	4.131	34.2522	0.0092	0.0122	0.009
Si	9.5549	1.4181	34.134	0.0002	0.0047	0.0092
Si	6.8422	9.6004	34.4662	-0.0104	-0.0072	-0.0022
Si	9.5662	6.8361	34.3419	-0.0164	-0.006	-0.0053
Si	0.0133	0.0371	35.5406	-0.0013	0.0092	0.0227
Si	2.6429	2.6951	35.7648	0.0216	-0.02	0.0248
Si	0.0188	5.4362	35.6681	-0.0215	0.017	0.0326
Si	2.6764	8.1988	35.5538	0.0314	-0.0189	0.0167
Si	5.3998	-0.0439	35.7817	-0.0149	0.018	0.0245
Si	8.18	2.7229	35.5888	-0.0175	-0.005	0.0122
Si	5.4794	5.4779	35.6392	-0.0208	0.0041	0.0014
Si	8.2024	8.1754	35.7062	0.0011	-0.0173	0.0263
Si	1.291	1.3442	37.0591	-0.0621	-0.0577	0.2002
Si	4.0797	4.0879	36.9864	0.0666	0.0917	0.1704
Si	1.3711	6.819	36.9761	0.0344	0.0268	0.1812
Si	4.0342	9.4642	37.0467	-0.0346	-0.0421	0.1881
Si	6.8029	1.3673	36.9977	0.0799	0.0591	0.1724
Si	9.5201	4.081	36.996	-0.0505	-0.0514	0.2018
Si	6.82	6.8183	37.0326	-0.034	-0.0473	0.1811
Si	9.5669	9.5573	36.9739	0.0436	0.0483	0.1806
Si	-0.0523	2.7192	38.4018	-0.0435	-0.1294	0.2902
Si	2.7114	-0.0023	38.3744	-0.2612	-0.2464	0.3507
Si	-0.0139	8.1514	38.3332	0.2711	0.2635	0.2571
Si	2.7247	5.4572	38.3543	0.0618	0.012	0.1395
Si	5.415	2.7039	38.334	0.3049	0.2651	0.3978
Si	8.1527	-0.0298	38.346	0.145	0.2189	0.1725
Si	5.4148	8.1119	38.3982	-0.0278	0.0637	0.3142
Si	8.1886	5.455	38.369	-0.2105	-0.1497	0.2775
Si	1.3423	4.1105	6.936	0.0422	0.0114	-0.1202
Si	4.0912	1.3444	6.9776	-0.0066	0.0153	0.0957
Si	1.3555	9.4886	6.8565	-0.0509	0.0011	-0.7908
Si	4.0887	6.7487	6.9839	-0.0187	0.0906	-0.2429
Si	6.7827	4.0663	6.8234	-0.0815	-0.1614	-0.8202
Si	9.4782	1.3269	6.9273	0.0265	-0.1019	-0.5026
Si	6.7928	9.4714	6.9434	-0.1428	-0.1594	-0.0953
Si	9.5331	6.8191	6.9919	-0.0221	-0.0265	0.1628
Si	0.0022	-0.0722	8.193	-0.0173	0.0202	-0.1923
Si	2.7098	2.7613	8.2956	0.0134	-0.0421	-0.1761
Si	0.0108	5.4553	8.373	-0.0523	0.0176	-0.1692
Si	2.6877	8.1697	8.2362	0.0413	-0.0291	-0.1757
Si	5.4582	-0.0762	8.3357	-0.0743	-0.007	-0.1805
Si	8.0533	2.6994	8.1817	0.0368	-0.0053	-0.2266
Si	5.4894	5.3364	8.2672	-0.023	0.0689	-0.2093
Si	8.1238	8.1353	8.3855	0.016	-0.0447	-0.162
Si	1.3148	1.3318	9.5229	-0.0009	-0.0024	-0.0238
Si	4.136	4.0417	9.6935	-0.0281	-0.0122	-0.0396
Si	1.4249	6.8659	9.712	-0.024	0.0075	-0.0425
Si	4.0198	9.4648	9.6621	-0.0026	0.006	-0.0175
Si	6.8317	1.3172	9.645	0.0058	-0.0054	-0.0441
Si	9.3933	4.0253	9.5364	0.0094	0.0149	-0.0246
Si	6.7877	6.6474	9.7156	0.0231	-0.0013	-0.0392
Si	9.5471	9.5523	9.6543	0.0181	-0.0191	-0.0386
Si	2.1212	-3.4593	20.7311	-0.0043	-0.0062	-0.0698
Si	-13.6754	-5.6885	11.1201	-0.0009	-0.0062	-0.002
Si	0.4589	5.3745	13.4457	0.0045	-0.0088	-0.0153
Si	13.7008	-5.665	13.1272	0.0045	0.0082	-0.0009
Si	5.3886	2.5149	11.048	0.0104	0.0055	-0.0008
Si	11.2564	-7.9197	12.7306	0.0103	0.0241	0.0048
Si	4.9737	7.6405	10.8483	-0.0197	-0.0026	-0.0017
Si	9.7348	6.5443	12.1284	-0.003	0.0002	0.0094
Si	10.3931	4.2638	17.416	0.0034	-0.0031	-0.0704
Si	0.0137	-2.6348	11.044	-0.008	-0.003	0.003
Si	-10.9227	0.8804	13.7955	-0.0079	-0.0049	0.0239
Si	3.2533	5.8873	10.8917	0.0057	-0.0025	-0.0015
Si	6.8949	3.4744	12.536	0.0105	0.012	-0.0164
Si	17.2138	-0.0752	15.285	0.0072	-0.0052	-0.0393
Si	3.958	12.1169	12.4777	-0.0046	0.0005	0.0026
Si	1.193	9.8448	12.4222	0.0105	0.0019	0.0177
Si	-2.1885	0.5009	10.875	0.0087	0.0162	0.0203
Si	8.5593	0.8343	13.2356	0.0157	-0.0057	-0.0167
Si	-10.8298	7.7006	15.4747	0.0093	0.0066	-0.0617
Si	-2.3828	7.2847	13.9055	0.0034	-0.0023	-0.0268
Si	5.9763	-7.8095	15.3932	0.0055	-0.0029	-0.0441
Si	5.6063	-7.7511	20.0859	0.0043	-0.001	-0.0754
Si	3.6842	12.1274	24.9232	0.0004	0.0002	-0.0418
Si	3.0413	2.6515	26.6861	0.0067	0.0086	-0.0387
Si	1.3371	-14.4139	28.9401	0.0047	0.0081	-0.0459
Si	-1.3069	1.4997	24.5341	-0.0051	-0.0078	-0.0449
Si	18.1257	-5.4437	20.8569	0.0048	-0.0047	-0.0626
Si	-17.254	-22.4361	13.8883	0.0035	0.0031	0.0053
Si	-8.5031	1.9138	18.0809	-0.0088	0.0029	-0.0791
Si	-7.1355	3.2563	22.6165	-0.0035	0.0139	-0.0603
Si	25.755	6.9121	14.2782	0.0068	-0.007	0.0116
Si	1.0131	21.1936	25.2165	-0.0031	-0.0042	-0.0616
Si	4.858	0.4244	19.3136	0.0045	-0.0026	-0.0714
Si	31.3016	16.8523	22.9497	0.006	-0.0036	-0.0498
Si	16.4112	8.1947	13.0676	0.0088	-0.0017	-0.0012
Si	5.5723	20.2188	28.8056	-0.0096	-0.0054	-0.0396
Si	-8.3425	8.8541	14.1134	-0.0082	0.0149	-0.0181
Si	5.4337	-26.9245	23.2459	0.0013	-0.0011	-0.035
Si	-4.0554	-10.3115	25.4916	0.002	-0.0067	-0.0443
Si	16.9014	13.8318	30.3302	0.0079	0.0047	-0.026
Si	15.0341	-17.5328	17.5854	-0.0032	0.0139	-0.0615
Si	7.1612	16.6696	24.8175	0.0073	0.0078	-0.04
Si	11.0655	-25.6781	18.453	-0.0055	-0.0069	-0.0733
Si	-17.2447	31.0614	21.4582	-0.0035	0.0072	-0.0529
Si	-4.2272	8.6353	24.685	0.0075	-0.003	-0.0442
Si	6.2412	12.024	31.8749	-0.0004	0.0089	0.0014
Si	16.1759	4.9299	26.9331	0.0095	0.0016	-0.0535
Si	-0.992	5.3858	28.6234	-0.001	0.0041	-0.0435
Si	0.057	3.2038	26.7438	-0.0032	-0.0002	-0.0552
Si	7.7615	5.2064	16.0826	-0.0044	0.0056	-0.0475
Si	-14.7336	9.4485	21.6901	0.0049	-0.0014	-0.053
Si	-4.1806	1.0417	28.3316	0.0028	0.0011	-0.0477
Si	20.2942	-10.3702	21.7815	-0.0003	0.0034	-0.0606
Si	6.9638	5.5124	29.4561	-0.0095	-0.0066	-0.0376
Si	-8.2524	0.0322	10.9488	-0.0047	-0.0103	0.0063
Si	10.4076	2.2835	10.6738	-0.0156	-0.0232	0.0065
Si	-5.9152	6.7278	16.4353	-0.0089	0.001	-0.0509
Si	22.8692	2.2601	15.4227	0.0077	-0.0064	-0.0688
Si	10.8144	2.4479	19.7723	0.0083	0.0062	-0.0705
Si	6.3503	-1.548	17.3086	-0.0098	-0.0023	-0.0571
O	-5.1338	5.2944	28.4274	0.0117	0.0025	0.0281
O	16.8735	6.0002	21.7317	-0.0112	0.0031	0.0394
O	-4.9596	3.6947	13.8732	-0.0064	0.0003	0.0297
O	34.4687	1.4407	16.6453	0.0162	-0.0043	0.0605
O	-9.664	-13.5054	21.7642	-0.0112	0.0109	0.0338
O	-17.0034	9.3751	30.2135	-0.0058	0.0082	0.0321
O	-16.0389	-11.5516	18.5216	-0.0139	0.0166	0.0407
O	12.177	-13.0635	15.1815	-0.0187	-0.0181	0.0358
O	9.503	-24.4716	14.8569	0.0068	0.0042	0.0204
O	16.3904	10.8491	28.2333	0.001	-0.0029	0.013
O	-11.617	-17.2571	29.9754	0.0014	-0.012	0.0342
O	-2.9108	22.9604	24.5294	-0.0082	-0.0014	0.0157
O	29.0212	1.3056	26.8578	-0.0014	0.0027	0.0384
O	-33.27	-17.2132	27.2972	-0.0035	0.01	0.0277
O	16.7843	34.2524	19.735	0.002	0.0097	0.0235
O	10.2512	-11.72	22.1244	0.0037	-0.0046	0.0209
O	20.9054	-8.1368	25.4796	0.0114	0.0097	0.0316
O	22.9732	8.9489	29.2227	0.0009	-0.001	0.0165
O	-14.6964	4.1923	30.4259	0.0006	-0.0036	0.0106
O	-16.5242	-31.9364	25.1172	0.004	0.0012	0.0169
O	3.7449	23.6414	23.4241	-0.0014	-0.0158	0.0388
O	-6.5771	17.7675	23.5248	0.0018	0.0069	0.0133
O	-3.7085	8.9848	28.8827	0.0144	0.001	0.0138
O	-3.2612	-2.3875	17.9351	0.016	-0.016	0.0398
O	7.8379	21.7978	21.6789	0.0033	0.0004	0.0188
O	-3.7723	-2.8112	13.5675	0.0096	-0.0045	0.0079
O	-16.5952	-35.2936	16.9429	0.0114	0.0147	0.029
O	4.6771	3.6511	16.1652	-0.0125	0.0084	0.035
O	26.2145	6.1871	26.3727	-0.0022	0.0002	0.028
O	-10.5329	3.6604	20.7527	0.0104	0.0168	0.039
O	2.4361	11.0553	24.9321	-0.0026	0.0008	0.0187
O	-2.5574	16.6611	28.6363	-0.0014	0.0015	0.0201
O	11.8856	9.8148	26.7638	-0.0051	0.0036	0.05
O	-1.8076	16.0334	17.0107	0.0111	-0.0036	0.0232
O	37.4588	-2.554	27.824	0.013	0.0136	0.0324
O	15.2443	3.1285	21.1217	-0.0142	0.0019	0.0431
O	4.015	9.4095	23.0248	-0.0031	-0.0031	0.0435
O	-13.8827	0.5121	29.3177	0.0035	-0.0032	0.0213
O	0.3299	-15.5863	14.9109	0.001	0.005	0.0238
O	-14.5064	7.3071	25.4026	0.0019	0.0011	0.0206
O	-19.3603	18.0357	27.7509	-0.0161	-0.001	0.0257
O	-9.6022	-9.1615	19.2391	-0.0117	0.0032	0.0356
O	14.3165	8.39	25.5463	-0.0069	-0.0055	0.0377
O	10.9893	13.0689	28.0279	0.0064	-0.0142	0.0315
O	-15.1612	6.7766	30.3913	0.0035	0.0127	0.0247
O	12.6728	17.5363	30.3163	-0.0024	-0.005	0.0355
O	15.581	-17.4699	23.4087	0.006	0.0062	0.0249
O	6.9461	-7.0279	20.6365	0.006	0.0059	0.0248
O	20.6656	-9.2572	22.9278	0.005	0.0107	0.0473
O	47.5326	-15.9279	17.4053	-0.004	-0.0213	0.0307
O	8.1498	16.7614	14.6634	-0.0069	-0.007	0.0283
O	32.7016	26.944	22.8447	-0.0084	0.005	0.0252
O	0.2114	14.3703	16.1483	-0.016	0.0186	0.0406
O	1.6209	-7.4861	26.2947	-0.0045	-0.0025	0.0266
O	17.3456	-15.7339	16.5668	0.0054	-0.0029	0.0244
O	6.1344	2.4532	28.7974	-0.0019	0.0007	0.0249
O	10.5714	-21.4368	25.0661	0.0066	-0.0017	0.0215
O	-2.8963	-19.3834	13.128	-0.0079	-0.0029	-0.0003
O	-14.1358	32.6435	14.2915	-0.0145	-0.0076	0.0301
O	-11.8894	-3.3407	23.0193	-0.0009	0.0028	0.0161
O	11.682	-12.6801	24.1776	0.0088	0.0158	0.0353
O	-14.4594	6.2821	19.4697	-0.0034	-0.0117	0.0356
O	7.8275	8.5733	20.5805	-0.0168	0.019	0.0432
O	17.9838	9.8726	25.6276	0.0002	0.0135	0.0134
O	36.8193	-0.2577	20.6075	0.0006	-0.0181	0.0336
O	46.3132	25.2705	17.9633	0.0003	-0.0055	0.018
O	24.47	45.3553	28.0686	-0.0164	-0.0113	0.0387
O	14.5861	-9.8468	18.3816	0.0185	-0.008	0.031
O	-0.997	-9.5999	20.431	-0.0115	-0.0177	0.0412
O	4.5135	25.3626	30.4666	-0.0132	0	0.0205
O	-19.7978	16.7314	21.1073	-0.0013	-0.0071	0.0266
O	-14.4196	25.4227	16.0013	0.0029	0.0038	0.018
O	32.6301	-3.1463	17.0622	0.0001	-0.0086	0.0446
O	13.1087	-7.1492	22.5798	0.0133	-0.0074	0.0224
O	6.001	1.4899	15.6504	-0.0015	0.0073	0.0216
O	-11.0038	-4.1374	28.5664	-0.0001	-0.0015	0.0144
O	-2.252	-5.2522	21.637	0.0106	0.0028	0.032
O	34.1288	7.5598	19.2466	0.0164	0.0045	0.0378
O	25.4163	-24.615	20.7886	0.0073	0.0069	0.0152
O	29.0623	30.5906	23.1817	-0.0038	-0.0089	0.0486
O	-21.3557	-27.2634	18.1499	0.0048	0.0121	0.023
O	-0.8544	-7.7716	18.5101	0.0026	-0.0151	0.0383
O	4.27	-28.9805	26.9364	0.0009	0.0021	0.0161
O	-2.234	5.4513	24.232	-0.0129	-0.0033	0.0325
O	-16.5644	-6.9366	18.7544	0.0131	-0.0115	0.0473
O	6.6199	-17.0078	25.9927	-0.012	-0.0069	0.0292
O	-11.9914	-1.0043	28.3993	-0.0107	-0.0047	0.0195
O	9.7036	-3.5597	19.2708	-0.0134	0.0037	0.0241
H	-0.8634	1.8867	39.3342	0.2049	0.4149	-0.2139
H	0.7705	3.54	39.3342	-0.2198	-0.251	-0.2716
H	1.9017	-0.836	39.3068	0.2677	0.3148	-0.1825
H	3.5431	0.8095	39.3068	-0.3306	-0.3046	-0.2805
H	-0.8381	7.3319	39.2657	0.299	0.3625	-0.3184
H	0.8176	8.9633	39.2657	-0.2568	-0.3109	-0.2244
H	1.8923	4.6462	39.2868	0.2085	0.2297	-0.3217
H	3.5686	6.2563	39.2868	-0.414	-0.366	-0.2542
H	4.6042	1.8712	39.2665	0.3159	0.321	-0.3071
H	6.2384	3.5241	39.2665	-0.2808	-0.2126	-0.2161
H	8.9649	0.8015	39.2784	-0.3119	-0.3181	-0.2288
H	7.3387	-0.8594	39.2784	0.2659	0.2252	-0.3358
H	6.2421	8.9281	39.3307	-0.3312	-0.1769	-0.2485
H	4.6043	7.2788	39.3307	0.4513	0.3205	-0.2281
H	7.3617	4.6383	39.3015	0.2439	0.2169	-0.2415
H	9.0044	6.2827	39.3015	-0.3102	-0.3894	-0.2559
H	0.5195	3.2897	6.0036	0.1944	0.2318	0.3363
H	2.1748	4.9215	6.0036	-0.4278	-0.2573	0.2384
H	3.2595	0.5326	6.0452	0.2544	0.2305	0.3482
H	4.902	2.177	6.0452	-0.2173	-0.3536	0.3597
H	0.524	8.6767	5.924	0.4198	0.3006	0.1477
H	2.1653	10.3223	5.924	-0.2373	-0.2741	0.2114
H	4.8991	7.5818	6.0514	-0.2431	-0.3531	0.2514
H	3.2448	5.9496	6.0514	0.3871	0.2762	0.2584
H	5.9593	3.2461	5.891	0.2522	0.404	0.1293
H	7.6095	4.883	5.891	-0.2245	-0.2235	0.2424
H	10.2892	2.1593	5.9949	-0.2375	-0.2339	0.2502
H	8.666	0.4956	5.9949	0.3332	0.3292	0.1769
H	7.6068	10.3009	6.011	-0.2061	-0.3373	0.3375
H	5.9655	8.6552	6.011	0.3281	0.2732	0.2555
H	10.3572	7.6385	6.0595	-0.3795	-0.2634	0.3628
H	8.7172	5.9913	6.0595	0.2319	0.1927	0.3745

Results
free energy: -140234.126 eV
free energy less fixed offsets of H -15.71, O -570.45, Si -639.56 eV per atom: 6.594 eV

The program warned: the cutoff lies below the one the program advises for these potential files; the forces do not sum to zero within the program's tolerance; empty levels may hold ghost states of the PAW files; the exchange-correlation potential is rough where the density is thin.
